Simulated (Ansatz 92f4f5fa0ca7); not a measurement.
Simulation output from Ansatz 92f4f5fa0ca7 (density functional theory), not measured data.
Periodic cell of 215 atoms, Si132O82P1, from a study of silicon, its oxide and their interface. The atomic structure is a simulated model.
Doubt: the cutoff is far below the 930 eV that the study's wrapper takes by default for these files, so forces and energies are approximate.
This geometry differs little from another in the collection (a relaxation step or a small displacement).

Settings
functional: PBE
potential files: Ansatz PAW
basis: plane waves
wave-function cutoff: 580 eV
density cutoff ratio: 5
exchange-correlation grid ratio: 1
k mesh: 1 x 1 x 1, Gamma-centred
self-consistency stop: 5e-08 eV per atom in the density residual
occupations: fixed
spin: none
net charge: +1 e, with a uniform compensating background and no finite-size correction

Cell vectors (angstrom)
a	10.938	0	0
b	0	10.938	0
c	0	0	31.5432

Atoms and the computed forces on them: element, x, y, z (angstrom), force x, y, z (eV/angstrom)
Si	10.4358	0.5733	24.3449	0.0027	-0.0009	0.001
Si	6.0476	10.5007	24.1575	-0.0012	0.0014	0.0008
Si	2.1316	3.2457	24.088	0.0032	-0.0022	0.003
Si	8.7046	2.2555	24.3139	-0.002	0.0017	0.0009
Si	0.5039	5.0518	24.1696	0.0013	-0.0004	0.004
Si	5.0544	5.8891	24.1981	0.0045	0.0006	0.0013
Si	3.4002	7.6465	24.1633	0.0002	0.0003	0.0011
Si	7.8325	8.8266	23.9979	-0.0016	0.0008	0.0034
Si	1.3439	1.478	25.4601	-0.0009	-0.0051	-0.0103
Si	6.9242	1.2968	25.5085	-0.0024	0.0027	-0.0104
Si	4.0284	4.0976	25.3305	-0.0018	0.0011	-0.0066
Si	9.6719	4.0926	25.427	-0.0014	0.0015	-0.01
Si	1.5026	6.8118	25.3736	-0.0021	0.003	-0.0081
Si	6.8999	6.9439	25.2416	-0.0018	-0.0039	-0.0049
Si	4.2346	9.5272	25.3485	-0.0004	-0.0007	-0.0056
Si	9.5306	9.6395	25.4412	0.0038	-0.0027	-0.0119
Si	2.7825	0.0026	26.642	-0.0002	0.0002	0.0115
Si	8.2293	-0.0301	26.9508	-0.0004	-0.0004	-0.0019
Si	0.02	2.7656	26.9226	0.0012	0.0013	-0.0027
Si	5.4517	2.7318	26.6684	0.0006	0.0006	0.0091
Si	2.7628	5.4357	26.8422	0.0042	0.0008	-0.0001
Si	8.229	5.5211	26.6288	-0.0035	-0.0004	0.0108
Si	0.0448	8.2086	26.6524	-0.0022	-0.0034	0.0102
Si	5.5594	8.1931	26.7971	-0.0008	-0.0014	0.0003
Si	4.1112	1.3625	28.0734	0.0007	-0.0056	-0.0073
Si	9.5987	1.3678	28.2419	0.0017	0.0041	0.0252
Si	1.3966	4.1171	28.2382	-0.0021	0.0083	0.0282
Si	6.8401	4.1321	28.0239	-0.0018	0.0069	-0.0165
Si	4.1628	6.8195	28.145	0.0109	-0.002	-0.0023
Si	9.6	6.8478	28.0533	0.0037	-0.0004	-0.0098
Si	1.3976	9.5873	28.0472	0.0044	0.0013	-0.0168
Si	6.8531	9.5321	28.2408	-0.0047	-0.0059	0.026
Si	0.0554	-0.0256	29.5282	-0.006	0.0094	0.002
Si	5.4489	0.0072	29.493	0.0048	-0.0037	-0.003
Si	2.7715	2.7038	29.5264	-0.0033	0.0045	-0.0035
Si	8.174	2.7697	29.4755	0.01	-0.009	0.0053
Si	-0.0146	5.5014	29.4987	0.0074	-0.0049	-0.0032
Si	5.512	5.4464	29.5055	-0.0047	0.007	0.0016
Si	2.7543	8.2122	29.4452	0.0003	-0.001	0.009
Si	8.2579	8.1583	29.5322	-0.0066	0.0078	-0.0037
Si	1.3977	1.352	30.9071	0.0049	-0.0022	-0.002
Si	6.8186	1.3785	30.8374	-0.0094	-0.0019	-0.002
Si	4.1313	4.0846	30.8836	0.0013	-0.0047	-0.0003
Si	9.5534	4.1171	30.8443	-0.0008	0.0041	-0.0015
Si	1.3773	6.8595	30.8284	-0.0088	0.0009	-0.0012
Si	6.8716	6.8013	30.8972	0.0061	-0.0022	-0.001
Si	4.0938	9.571	30.8484	0.0011	0.0072	-0.0034
Si	9.6083	9.5473	30.8939	-0.0006	-0.0072	-0.0007
Si	2.7545	-0.0327	0.7219	-0.001	-0.0026	0.0038
Si	8.1814	-0.0005	0.6574	0.0039	0.0068	0.0033
Si	-0.0269	2.7447	0.6716	-0.0065	-0.0011	0.0017
Si	5.4823	2.7071	0.713	0.0051	0.0002	0.0033
Si	2.7162	5.4756	0.6602	0.004	0.0035	0.0016
Si	8.2215	5.4293	0.7337	-0.0011	-0.0009	0.004
Si	0.0398	8.1757	0.7146	0.0064	0.001	0.0029
Si	5.4711	8.2072	0.6697	-0.008	-0.0049	0.0009
Si	4.1231	1.3319	2.0791	-0.0038	0.0031	-0.0069
Si	9.5217	1.3764	2.0261	0.0068	-0.0107	0.0081
Si	1.3239	4.1293	2.0436	0.0034	-0.0091	-0.0025
Si	6.8547	4.0459	2.0885	-0.0083	0.0056	-0.002
Si	4.0779	6.8513	2.0226	0.0108	-0.0042	0.006
Si	9.6122	6.7948	2.0731	-0.0042	0.0102	-0.0062
Si	1.3884	9.5427	2.0883	-0.0022	0.0009	-0.0021
Si	6.8308	9.5704	2.0598	-0.0012	0.0042	-0.0069
Si	-0.0541	-0.0146	3.3392	-0.0145	-0.0002	-0.0171
Si	5.4776	-0.0212	3.4992	-0.0043	0.0039	0.0162
Si	2.6925	2.7203	3.3399	0.0153	0.0026	-0.023
Si	8.1909	2.6776	3.5142	-0.0003	-0.0066	0.0093
Si	-0.0156	5.4505	3.5293	-0.0101	0.0093	0.0202
Si	5.4475	5.461	3.3325	-0.0067	0.0004	-0.0321
Si	2.7508	8.1841	3.4909	-0.0018	0.0008	0.0116
Si	8.2289	8.1765	3.3751	0.0024	-0.0314	-0.0102
Si	1.2766	1.3685	4.6654	-0.0252	-0.0137	0.0021
Si	6.8407	1.2975	4.9378	0.0058	0.0005	-0.0131
Si	4.0597	4.1039	4.6562	-0.0067	0.007	-0.0077
Si	9.5293	4.054	4.9108	0.0073	-0.0061	-0.0136
Si	1.3661	6.8545	4.8964	0.0014	0.0083	-0.0137
Si	6.8393	6.7904	4.6797	0.0005	0.008	-0.0065
Si	4.1163	9.5502	4.8907	0.0013	-0.0119	-0.0182
Si	9.5713	9.5629	4.7499	0.0027	0.0409	-0.0062
Si	2.6286	0.0452	6.0794	0.0197	-0.0017	0.0187
Si	8.2298	-0.1414	6.2823	0.0002	-0.0028	0.0037
Si	-0.019	2.6478	6.2081	-0.0029	0.0051	0.0047
Si	5.375	2.7619	6.0995	0.0063	-0.0218	0.0069
Si	2.7512	5.4241	6.1473	0.0009	0.0028	0.0161
Si	8.0877	5.4289	6.1877	0.0033	-0.0037	0.0051
Si	-0.0097	8.2689	6.2271	0.0133	-0.0378	0.0098
Si	5.58	8.1483	6.1475	-0.0076	0.0054	0.02
Si	3.4544	1.941	7.1789	0.005	-0.0038	-0.0064
Si	10.0167	0.8359	7.4806	0.006	0.0035	0.0076
Si	1.765	3.6615	7.36	0.0047	0.003	0.0031
Si	6.1934	4.5345	7.3968	-0.0109	-0.0027	0.0088
Si	4.634	6.3214	7.2466	-0.0018	0.0171	-0.014
Si	9.155	7.1769	7.33	0.0077	0.0153	0.0031
Si	0.8833	10.1561	7.4466	0.0313	0.0019	0.1563
Si	7.419	8.8779	7.4945	-0.008	-0.0024	-0.0129
O	4.5424	6.7026	8.8725	0.0106	-0.0076	0.0061
O	1.3814	3.9873	8.9546	-0.0028	-0.0007	-0.0029
O	9.7371	6.5388	8.7554	-0.0024	-0.0057	0.0003
O	1.3364	10.1364	9.2234	-0.0455	0.0066	-0.1812
O	6.0209	4.2305	9.0449	0.0049	0.0041	-0.0005
O	3.6135	1.5096	8.7733	0.0172	-0.0008	0.0388
O	7.1485	8.9476	9.1528	-0.0004	0.0034	0.0229
O	9.658	1.0702	9.0905	-0.0055	0.0031	-0.0004
O	8.2408	2.5424	22.7567	-0.0044	0.002	-0.0034
O	10.9985	5.5503	22.651	-0.0022	0.0027	-0.0022
O	5.6301	0.0991	22.6524	-0.0023	0.0034	-0.0006
O	5.2906	5.387	22.6358	0.0017	-0.0035	-0.0037
O	2.156	2.8018	22.4837	0.0013	-0.0039	-0.0043
O	3.3346	7.8574	22.5127	-0.0018	0.0016	-0.0017
O	8.3846	8.7465	22.4206	0.0039	-0.001	-0.0029
O	-0.1619	11.2345	22.7595	0.0035	-0.0022	-0.0039
Si	2.1646	2.9925	12.8961	-0.0044	-0.0072	-0.0001
Si	8.6687	1.312	10.356	-0.0064	-0.0059	0.0024
Si	1.0734	4.5054	15.3618	0.001	-0.0002	0.0111
Si	7.5331	5.5562	12.2125	-0.008	0.0101	0.0045
Si	2.4157	8.184	21.2144	0.0028	-0.0037	-0.002
Si	5.4084	7.7866	12.4943	-0.0036	-0.0075	-0.001
Si	9.278	0.4583	15.5029	0	-0.0041	0.0086
Si	2.921	-0.0354	16.6716	0.0019	0.0042	0.0098
Si	10.4644	1.1878	12.5945	0.0125	-0.0053	0.0056
Si	7.7662	2.8324	21.2425	0.0063	-0.0021	-0.0043
Si	9.1424	8.7979	14.4621	0.003	-0.0003	0.0078
Si	1.4571	4.7823	10.3691	-0.0005	0.0061	0
Si	4.4883	9.4861	19.1475	0.0012	0.0028	0.0012
Si	11.076	6.1024	21.1218	0.0023	-0.0011	-0.0027
Si	6.6238	10.4532	14.8441	0.0024	0.0015	0.0129
Si	5.3933	0.7339	21.1823	-0.0001	-0.0056	-0.0047
P	2.3224	9.7987	10.3563	0.0034	-0.0036	-0.0149
Si	0.432	10.6358	21.3912	-0.0017	0.0027	-0.0007
Si	5.8549	5.2531	21.1287	-0.0046	0.0042	-0.0011
Si	3.6196	7.0731	10.1153	-0.0136	0.0091	0.0026
Si	9.0482	5.6737	14.8408	0.0012	0.0038	0.0096
Si	3.6598	4.0794	19.0961	0.0004	-0.001	0.0041
Si	10.0297	3.6673	19.3295	-0.0013	0.0007	0.0004
Si	4.2632	8.6728	15.3825	0.0042	0.0031	0.0039
Si	0.4657	1.9267	17.1704	-0.0015	-0.0007	0.0072
Si	6.7939	7.5382	19.261	-0.0013	-0.0006	0.0014
Si	5.2542	3.6292	16.7388	0.0012	0.0009	0.0123
Si	7.784	5.0188	17.537	-0.0002	-0.0009	0.0095
Si	6.6747	9.8956	10.3856	-0.0084	0.0093	-0.0106
Si	4.3819	1.0204	10.0735	-0.0167	0.0116	-0.0119
Si	-0.0781	9.1287	11.8747	0.0166	-0.0141	0.0067
Si	9.1053	8.6356	20.947	-0.0022	0.0005	-0.0013
Si	4.5566	1.6684	14.5817	-0.0044	-0.0042	0.0037
Si	2.4489	2.0824	21.0511	-0.002	0.0045	-0.0004
Si	6.3113	3.3284	10.3653	0.0027	-0.0143	-0.0042
Si	3.4301	5.9195	16.7414	-0.0028	0.0022	0.01
Si	9.8649	6.5298	10.3635	0.0053	-0.0036	0.0058
O	0.1231	2.6319	18.5927	-0.0005	0.001	-0.0003
O	2.9328	9.6387	15.5871	-0.0008	-0.0001	-0.0061
O	10.8601	4.812	20.1459	0.0002	0.0009	0.0003
O	7.547	2.3857	9.9028	-0.0072	0.0098	0.005
O	10.9155	5.3487	10.8271	-0.0022	0.0002	-0.0021
O	6.555	6.6953	12.8618	0.0057	-0.0059	-0.0104
O	10.3408	8.0651	10.7717	-0.0019	0.0048	0.0029
O	7.6776	9.4592	13.9906	-0.0055	0.0028	-0.0063
O	8.4045	6.2275	11.006	-0.0056	-0.0067	0.0033
O	5.3627	10.4832	20.0821	-0.0002	0.0023	0.0026
O	2.1873	3.7708	11.4388	0.0005	-0.0025	-0.0002
O	7.9771	8.5494	19.7644	0.001	0.0003	-0.0005
O	6.2031	6.7345	20.556	0.0002	-0.0013	0.0022
O	5.5074	2.7233	15.4004	0.0009	0.0035	-0.0063
O	1.3069	0.9278	20.7032	-0.0001	-0.0019	0.0019
O	6.0595	9.0354	11.6349	-0.0017	-0.0002	-0.0031
O	4.6069	4.9895	16.1026	-0.0003	-0.0001	-0.0066
O	6.5958	3.9079	17.6232	0.0027	0.0008	-0.0057
O	10.56	10.7089	11.7566	-0.0077	0.0142	-0.0017
O	5.5838	0.4982	13.9851	-0.0005	0.0009	-0.0049
O	8.0194	5.1221	15.9395	-0.0009	-0.0024	-0.0053
O	9.7369	9.8156	15.596	0.0015	0.0027	-0.0032
O	-0.395	5.1317	15.1165	-0.0051	-0.0004	-0.0078
O	1.5732	6.8369	20.806	-0.0014	0.0008	0.0012
O	1.5068	0.6414	17.185	0.0006	0.0004	-0.0062
O	6.5988	1.7724	20.8121	0.0002	0.0026	0.0041
O	1.0122	1.821	12.7967	-0.0049	0.0048	-0.003
O	3.2405	5.4929	18.327	0.0016	-0.0004	-0.0017
O	9.4955	2.0261	11.5836	-0.0014	0.0051	-0.0037
O	1.036	3.1046	16.1914	-0.0006	-0.001	-0.0049
O	8.5677	5.1133	13.3843	0.0025	0.0019	-0.0004
O	10.3114	8.6442	13.3064	-0.0048	0.0047	-0.0056
O	1.4469	9.401	21.6892	-0.0014	0.0022	0.0012
O	10.0807	9.9384	20.6136	-0.0006	-0.0014	0.001
O	3.1416	0.1027	10.8577	0.0083	0.0051	0.0054
O	5.0486	2.325	10.8044	0.0027	-0.0006	-0.0068
O	1.7558	4.1636	13.9283	-0.0029	0.0023	-0.0011
O	7.9089	10.8668	10.8517	-0.0032	0.0027	-0.0064
O	9.135	4.4636	18.2264	0.0007	-0.0012	-0.0019
O	5.6524	9.4975	15.7677	-0.0014	-0.0012	-0.0072
O	5.4992	-0.0925	9.7613	0.0222	-0.0153	0.0037
O	3.5941	2.2968	13.3774	0.0052	-0.0005	0.001
O	1.9727	5.6676	16.0529	0.0024	0.0003	-0.0067
O	9.7317	1.0186	14.0267	-0.0029	-0.0013	-0.0011
O	4.3489	6.9932	11.5387	0.0061	0.0088	0.0137
O	4.7626	4.4866	20.2093	0.002	0.0016	0.0019
O	9.9673	1.3579	16.6363	0.0021	0.0015	-0.0028
O	6.6672	4.2864	11.6406	0.003	0.0016	-0.0028
O	5.585	8.4074	18.5819	0.0004	0.0002	0.0001
O	9.0758	2.7371	20.2732	-0.003	0.0016	0.001
O	3.6	1.1348	15.7755	-0.0025	-0.0026	-0.0035
O	4.2149	3.0782	17.8973	-0.0007	0.0002	-0.0041
O	9.9182	7.2218	20.8981	0.0014	0.0005	0.0019
O	3.2856	8.7059	9.83	-0.0041	-0.0096	0.0033
O	3.9423	7.4281	16.3849	-0.0018	-0.0029	-0.0077
O	7.6433	0.4913	15.6855	0.0005	0.0016	-0.0069
O	8.9584	7.2947	14.9881	-0.0012	-0.0043	-0.0071
O	3.9344	1.4384	21.1491	0.0046	0.0005	0.0029
O	1.6063	9.187	11.6075	-0.003	-0.0119	0.0159
O	2.2836	6.185	10.1641	-0.0002	-0.0045	-0.0019
O	7.348	6.4615	18.1591	-0.0009	0.0019	-0.0022
O	7.2226	4.3671	21.1228	-0.0004	-0.0053	0.0036
O	4.5421	8.2438	13.806	-0.0038	0.004	0.0052
O	3.3296	8.6677	19.9588	0.0001	0.0001	0.0003
O	2.4948	3.2361	19.8747	0.0007	0.0004	-0.0009
O	3.757	10.3701	17.972	-0.0007	-0.001	-0.0033

Results
free energy: -131307.661 eV
free energy less fixed offsets of O -568.88, P -755.39, Si -635.61 eV per atom: -3.591 eV

The program warned: the cutoff lies below the one the program advises for these potential files; the exchange-correlation potential is rough where the density is thin.
